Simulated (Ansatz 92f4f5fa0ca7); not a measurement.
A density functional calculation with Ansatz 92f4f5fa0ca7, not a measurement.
Periodic cell of 287 atoms, Si197O90, from a study of silicon, its oxide and their interface. The atomic structure is a simulated model.

Settings
functional: PBE
potential files: Ansatz PAW
basis: plane waves
wave-function cutoff: 700 eV
density cutoff ratio: 5
exchange-correlation grid ratio: 1
k mesh: 2 x 2 x 1, shifted by 0.5 0.5 0.5 of a step
self-consistency stop: 5e-08 eV per atom in the density residual
occupations: fixed
spin: none
net charge: 0

Cell vectors (angstrom)
a	10.938	0	0
b	0	10.938	0
c	0	0	43.132

Atoms: element, x, y, z (angstrom)
Si	0	0	41.08
Si	5.469	0	41.08
Si	2.7345	2.7345	41.08
Si	8.2035	2.7345	41.08
Si	0	5.469	41.08
Si	5.469	5.469	41.08
Si	2.7345	8.2035	41.08
Si	8.2035	8.2035	41.08
Si	1.3673	1.3673	42.4473
Si	6.8362	1.3673	42.4473
Si	4.1018	4.1018	42.4473
Si	9.5708	4.1018	42.4473
Si	1.3673	6.8362	42.4473
Si	6.8362	6.8362	42.4473
Si	4.1018	9.5708	42.4473
Si	9.5708	9.5708	42.4473
Si	2.7345	0	38.3455
Si	8.2035	0	38.3455
Si	0	2.7345	38.3455
Si	5.469	2.7345	38.3455
Si	2.7345	5.469	38.3455
Si	8.2035	5.469	38.3455
Si	0	8.2035	38.3455
Si	5.469	8.2035	38.3455
Si	4.1018	1.3673	39.7128
Si	9.5708	1.3673	39.7128
Si	1.3673	4.1018	39.7128
Si	6.8362	4.1018	39.7128
Si	4.1018	6.8362	39.7128
Si	9.5708	6.8362	39.7128
Si	1.3673	9.5708	39.7128
Si	6.8362	9.5708	39.7128
Si	0	0	3.417
Si	5.469	0	3.417
Si	2.7345	2.7345	3.417
Si	8.2035	2.7345	3.417
Si	0	5.469	3.417
Si	5.469	5.469	3.417
Si	2.7345	8.2035	3.417
Si	8.2035	8.2035	3.417
Si	1.3673	1.3673	4.7843
Si	6.8362	1.3673	4.7843
Si	4.1018	4.1018	4.7843
Si	9.5708	4.1018	4.7843
Si	1.3673	6.8362	4.7843
Si	6.8362	6.8362	4.7843
Si	4.1018	9.5708	4.7843
Si	9.5708	9.5708	4.7843
Si	2.7345	0	0.6825
Si	8.2035	0	0.6825
Si	0	2.7345	0.6825
Si	5.469	2.7345	0.6825
Si	2.7345	5.469	0.6825
Si	8.2035	5.469	0.6825
Si	0	8.2035	0.6825
Si	5.469	8.2035	0.6825
Si	4.1018	1.3673	2.0497
Si	9.5708	1.3673	2.0497
Si	1.3673	4.1018	2.0497
Si	6.8362	4.1018	2.0497
Si	4.1018	6.8362	2.0497
Si	9.5708	6.8362	2.0497
Si	1.3673	9.5708	2.0497
Si	6.8362	9.5708	2.0497
Si	10.5829	0.2255	30.3287
Si	5.7314	10.6779	30.2017
Si	2.4732	2.9135	30.1059
Si	8.4213	2.465	30.2843
Si	0.2685	5.1667	30.2144
Si	5.1494	5.7488	30.1537
Si	2.928	8.0075	30.0556
Si	7.9334	8.4343	30.1992
Si	1.3228	1.3824	31.5046
Si	6.8397	1.3104	31.5751
Si	4.0385	4.105	31.4494
Si	9.6001	4.0615	31.5443
Si	1.3904	6.8284	31.4567
Si	6.7619	6.851	31.4923
Si	4.0934	9.5361	31.4561
Si	9.4594	9.5707	31.6095
Si	2.7221	-0.0109	32.8107
Si	8.1522	-0.0168	33.0138
Si	0.0004	2.7207	32.9497
Si	5.4356	2.7426	32.8225
Si	2.7194	5.4677	32.8853
Si	8.1798	5.469	32.82
Si	-0.0118	8.1818	32.8329
Si	5.4298	8.2016	32.907
Si	4.0774	1.3659	34.203
Si	9.5674	1.3557	34.3042
Si	1.3583	4.114	34.2724
Si	6.8214	4.0966	34.2043
Si	4.0875	6.8178	34.2606
Si	9.5506	6.8266	34.2117
Si	1.3609	9.5589	34.2028
Si	6.7772	9.5499	34.3124
Si	0.0104	-0.0232	35.6173
Si	5.4258	0.0129	35.6234
Si	2.7315	2.7309	35.6044
Si	8.1829	2.7417	35.6121
Si	-0.025	5.4745	35.6106
Si	5.4697	5.456	35.6046
Si	2.7166	8.198	35.6006
Si	8.195	8.187	35.6143
Si	1.3688	1.3613	36.9764
Si	6.8231	1.3659	36.9776
Si	4.1024	4.0929	36.975
Si	9.5586	4.1006	36.9792
Si	1.354	6.8353	36.975
Si	6.8331	6.8223	36.9795
Si	4.0804	9.5645	36.9798
Si	9.5673	9.5588	36.9778
Si	2.744	0.0036	6.1632
Si	8.2036	0.0077	6.1447
Si	0.0019	2.7388	6.1606
Si	5.4813	2.7364	6.1544
Si	2.7417	5.4899	6.1406
Si	8.2134	5.4658	6.1616
Si	0.0111	8.1996	6.1503
Si	5.4735	8.2118	6.1605
Si	4.1306	1.3683	7.5303
Si	9.5683	1.3574	7.5231
Si	1.3795	4.1335	7.5
Si	6.8538	4.0887	7.5345
Si	4.1103	6.8355	7.527
Si	9.5873	6.8394	7.5243
Si	1.3881	9.5485	7.5229
Si	6.8357	9.6	7.5211
Si	-0.0011	-0.0325	8.8573
Si	5.4946	0.0164	8.9437
Si	2.778	2.7916	8.8343
Si	8.1964	2.6984	8.9223
Si	0.0284	5.4823	8.9038
Si	5.4851	5.468	8.8803
Si	2.7721	8.2093	8.9216
Si	8.2118	8.2303	8.8505
Si	1.3968	1.3944	10.099
Si	6.8487	1.354	10.3814
Si	4.1591	4.0891	10.2763
Si	9.5817	4.0875	10.2302
Si	1.417	6.8359	10.2932
Si	6.8309	6.8905	10.2004
Si	4.1382	9.5823	10.3175
Si	9.5617	9.554	10.2605
Si	2.7492	0.1173	11.5299
Si	8.2116	-0.0579	11.7352
Si	0.0325	2.6752	11.509
Si	5.4786	2.7317	11.7647
Si	2.8193	5.481	11.6518
Si	8.1802	5.4829	11.5116
Si	0.0156	8.1925	11.6269
Si	5.532	8.2267	11.7012
Si	3.8383	1.578	13.0736
Si	9.8425	1.1462	12.9211
Si	1.6317	3.8026	12.7799
Si	6.6558	4.4223	12.9507
Si	4.4102	6.6387	13.0156
Si	9.3693	6.9531	12.8767
Si	1.1443	9.9253	12.7646
Si	7.1618	9.233	13.138
O	8.3089	8.0884	13.3828
O	2.7168	2.7395	13.4266
O	9.5188	1.3508	29.729
O	4.0469	6.8647	29.5886
O	0.0334	0.0338	13.428
O	5.5332	5.5185	13.5026
O	6.8418	9.5651	29.6621
O	1.3627	4.0564	29.6319
O	3.8661	7.3946	14.4029
O	0.8084	4.3776	14.068
O	9.8155	6.1817	14.2733
O	2.1156	9.3911	13.9734
O	7.5108	3.933	14.2757
O	4.2707	0.929	14.5409
O	6.7352	9.563	14.6935
O	9.2116	1.8642	14.2656
O	7.7083	3.1501	28.9757
O	10.4953	5.8397	28.9011
O	5.0869	0.4307	28.8607
O	5.8604	5.0911	28.8246
O	3.0978	2.2008	28.7431
O	2.2932	8.7164	28.6845
O	8.6149	7.7487	28.8635
O	0.2366	10.3379	29.0568
Si	4.384	1.5692	27.9349
Si	3.4911	7.9332	19.4982
Si	7.1185	0.9614	20.1325
Si	0.94	9.3556	27.9864
Si	1.1823	4.3111	17.3489
Si	6.2675	8.9674	20.785
Si	0.6794	1.3698	17.764
Si	8.6208	4.9538	25.9768
Si	0.329	5.7167	14.8295
Si	5.1013	3.1259	23.409
Si	0.8846	3.7482	22.2139
Si	10.4016	2.8512	24.6964
Si	5.2834	1.1864	15.8186
Si	0.8834	0.1796	25.3133
Si	6.6475	9.4645	16.3316
Si	9.3371	9.6811	23.7912
Si	9.3924	9.2501	18.0371
Si	6.5668	3.8449	28.0499
Si	2.4441	8.0734	14.8479
Si	10.5893	7.3712	22.5447
Si	2.511	6.2951	22.046
Si	10.178	4.4937	19.6563
Si	6.1371	9.1885	23.9812
Si	7.9718	2.5775	15.0479
Si	8.8816	2.1473	17.9202
Si	5.338	6.2482	23.5333
Si	3.9199	0.5602	24.9327
Si	4.2796	3.8429	17.5184
Si	5.545	6.6063	17.6048
Si	8.0128	2.5083	22.6855
Si	4.3601	2.4834	20.4339
Si	1.54	1.2151	20.7258
Si	1.5729	9.416	17.5122
Si	8.0527	6.8552	19.3334
Si	10.3806	9.8396	20.9542
Si	9.8023	7.0134	28.0175
Si	8.1076	5.4877	22.8744
O	6.0489	7.9634	16.7578
O	6.0193	9.2086	22.3635
O	7.681	1.3671	18.6627
O	0.8962	1.7491	19.3342
O	9.4269	6.2597	22.3486
O	6.762	6.2068	18.6041
O	5.1311	4.6634	24.0763
O	9.2291	2.1629	23.7407
O	2.3639	0.1006	24.544
O	9.4083	10.2343	22.2311
O	2.7904	4.437	17.1792
O	5.0634	10.3256	24.5714
O	9.4267	3.2429	18.9644
O	0.4552	1.7687	25.4267
O	3.1542	1.3645	20.5326
O	8.1627	5.3779	24.4876
O	3.8918	6.6023	22.8596
O	4.5766	3.2857	21.8532
O	9.0647	5.6706	19.7792
O	5.4438	2.76	27.6045
O	10.6743	4.1518	21.1539
O	0.3425	3.8711	23.7495
O	10.4225	10.5209	24.6831
O	9.644	10.0294	19.4955
O	10.897	8.1261	27.5576
O	1.1921	2.1648	21.9975
O	9.7304	3.7543	25.8836
O	8.1321	4.0362	22.1457
O	-0.0393	9.1064	17.3744
O	6.5855	2.4212	23.4754
O	5.5836	10.7205	16.6645
O	7.748	9.5956	24.3103
O	10.0303	1.0264	17.5291
O	1.3199	6.9583	14.5316
O	0.6258	4.7676	18.8188
O	5.7053	7.6264	24.4484
O	5.2379	5.0899	16.9878
O	2.7151	6.9886	20.5849
O	0.9126	2.7465	16.9339
O	0.8606	10.6882	21.0179
O	2.4077	8.5863	16.384
O	4.7006	2.4351	16.7419
O	4.2529	3.5136	19.1483
O	2.2015	4.6858	21.9549
O	10.7044	8.2524	21.1651
O	6.9293	10.294	20.1359
O	2.3437	8.9576	18.8952
O	8.0324	1.5252	21.3762
O	4.1294	6.9997	18.3237
O	4.1768	2.0135	24.1901
O	7.2845	4.418	26.7223
O	8.4147	2.9309	16.5728
O	1.1788	6.8668	22.8267
O	5.6534	1.5773	20.2263
O	8.1325	9.7603	17.0564
O	9.1965	6.2904	26.6998
O	8.961	7.719	18.3221
O	1.6544	0.1224	17.3471
O	6.6428	6.1522	22.5286
O	7.3989	7.8051	20.5072
O	1.2096	10.2961	26.6898
O	10.0319	8.2037	23.8237
O	3.944	0.853	26.5455
O	0.3414	5.3371	16.3978
O	6.7009	1.576	15.111
O	4.7789	8.7091	20.1503

Results
free energy: -176440.909 eV
free energy less fixed offsets of O -569.03, Si -635.61 eV per atom: -13.039 eV

Forces (eV/angstrom), in the order of the atoms: element, x, y, z
Si	0.0008	-0.0178	0.0029
Si	-0.0076	0.0053	0.0008
Si	-0.0023	-0.0133	-0.0014
Si	-0.0112	0.0029	0.001
Si	-0.0128	0.0006	0.0003
Si	0.0049	-0.0111	0.0001
Si	-0.008	0.0011	-0.002
Si	0.0042	-0.0094	0.0004
Si	-0.0038	0.007	-0.002
Si	0.0072	-0.0047	0.0032
Si	-0.003	0.0065	-0.0017
Si	0.006	-0.0043	0.0024
Si	0.0037	-0.002	0.0012
Si	-0.0023	0.0067	-0.0014
Si	0.005	-0.0006	0.0021
Si	-0.005	0.0084	0.0003
Si	-0.0495	-0.0075	0.0745
Si	-0.0187	-0.0044	-0.0731
Si	-0.0256	-0.0218	-0.0653
Si	-0.0128	0.0036	0.0551
Si	-0.0219	-0.01	-0.0932
Si	-0.0197	-0.0203	0.0785
Si	-0.0234	-0.0201	0.0536
Si	-0.0226	-0.0059	-0.073
Si	0.0091	-0.0019	-0.0027
Si	0.0042	0.0049	-0.0026
Si	0.0041	0.0055	-0.0062
Si	0.0062	0.0014	0.0032
Si	0.0017	0.0063	-0.0044
Si	0.0032	0.0057	0.0005
Si	-0.0148	0.0284	0.002
Si	0.0025	0.0041	-0.0056
Si	-0.0013	-0.011	0.005
Si	-0.0002	0.0016	0.0095
Si	-0.0041	0.0043	0.0084
Si	-0.0078	-0.0121	-0.0011
Si	0.0159	-0.0102	0.0036
Si	-0.002	-0.0138	0.0055
Si	-0.0264	0.0067	-0.0029
Si	0.0169	-0.0167	0.0069
Si	0.0206	-0.0022	0.1111
Si	0.023	0.0507	-0.0729
Si	0.0359	-0.0012	0.0494
Si	0.0268	-0.0106	0.0227
Si	0.0051	0.04	-0.1324
Si	0.0351	-0.0021	0.1268
Si	-0.0023	-0.0017	0.0428
Si	0.0366	-0.0118	0.0444
Si	-0.0107	0.0032	-0.004
Si	0.0045	-0.0062	0.0038
Si	0.0055	-0.0068	-0.0007
Si	-0.0035	0.0025	0.0001
Si	0.0017	-0.0063	0.0021
Si	-0.0041	0.0006	-0.0039
Si	-0.0037	0.0027	-0.0009
Si	0.0028	-0.0073	0.0015
Si	0.0027	-0.0065	0.0008
Si	0.0019	0.0159	0.0006
Si	-0.0098	0.0051	-0.0017
Si	0.0173	0.0058	-0.0007
Si	-0.001	0.0112	0.0025
Si	0.0021	-0.0034	-0.0011
Si	0.0175	0.0009	-0.0027
Si	-0.004	0.0084	0.0026
Si	-0.0183	0.0119	-0.0369
Si	0.0224	-0.0131	-0.0412
Si	-0.016	0.0123	-0.037
Si	0.0142	-0.0155	-0.0405
Si	0.0138	-0.0213	-0.0386
Si	-0.0161	0.0192	-0.0396
Si	0.0161	-0.0153	-0.039
Si	-0.0091	0.0212	-0.0358
Si	-0.0009	0.0088	-0.0033
Si	0.0008	-0.0078	-0.0056
Si	0.0023	0.0028	0.0075
Si	0.0018	-0.0042	-0.0005
Si	0.0052	0.0043	0.0101
Si	0.0016	0.0097	0.0092
Si	-0.0018	-0.005	0.0076
Si	-0.0098	-0.0026	-0.009
Si	0.0021	-0.0024	0.0049
Si	-0.0019	-0.0016	-0.0083
Si	0.0019	-0.0003	-0.0072
Si	-0.0072	0.0079	0.0003
Si	0.0011	0.0006	-0.0102
Si	-0.0026	0.0027	-0.004
Si	0.0086	-0.0103	-0.0021
Si	0.0006	0.004	-0.0103
Si	-0.0023	-0.0042	-0.0119
Si	0.0008	0.0043	-0.0223
Si	0.0032	-0.0037	-0.0139
Si	-0.0003	-0.0038	-0.0122
Si	-0.0033	0.0022	-0.0095
Si	-0.0007	-0.0032	-0.0094
Si	-0.0033	0.0003	-0.0133
Si	-0.0047	-0.0087	-0.017
Si	0.0136	-0.0096	0.0032
Si	-0.0114	0.0128	0.0022
Si	0.0107	-0.0116	0.0045
Si	-0.0122	0.0164	0.0017
Si	-0.01	0.0112	0.0043
Si	0.0113	-0.0068	0.0032
Si	-0.0076	0.0155	0.0032
Si	0.0138	-0.0127	-0.0008
Si	0.0029	-0.0023	0.0097
Si	-0.0023	0.0034	0.0108
Si	-0.0013	-0.002	0.0106
Si	-0.0006	0.0011	0.0093
Si	-0.0007	-0.0006	0.0118
Si	-0.0015	-0.0019	0.0102
Si	-0.0036	-0.0017	0.0105
Si	0.0004	-0.0041	0.0099
Si	0.01	-0.0028	-0.0136
Si	0.0025	-0.0004	-0.011
Si	-0.0077	0.0064	-0.0128
Si	0.0006	0.0016	-0.015
Si	0.0072	-0.003	-0.0083
Si	0.0044	-0.0028	-0.0138
Si	-0.0017	0.0019	-0.0121
Si	-0.0058	0.0092	-0.0157
Si	0.0133	-0.0147	-0.0043
Si	-0.0142	0.0078	-0.0055
Si	-0.0079	0.0074	-0.0028
Si	0.0045	-0.0116	-0.0044
Si	-0.0103	0.006	-0.003
Si	0.0084	-0.01	0.0004
Si	0.0082	-0.0079	-0.0021
Si	-0.0082	0.0113	-0.005
Si	-0.0165	-0.0063	0.0216
Si	0.0057	0.0055	-0.0012
Si	0.0114	0.0083	0.02
Si	-0.0077	-0.0105	0.0154
Si	0.0076	0.0037	0.0163
Si	-0.0122	-0.0077	0.0119
Si	-0.002	0.0031	0.0205
Si	0.007	0.0033	0.0092
Si	0.0059	-0.0056	-0.0035
Si	-0.0007	0.0028	-0.0116
Si	0.0007	0.0004	-0.0005
Si	-0.0025	0.002	0.0072
Si	-0.0034	-0.0019	-0.0043
Si	-0.0023	0.009	0.0069
Si	0.0099	-0.0126	-0.0016
Si	-0.0072	0.0023	0.002
Si	0.009	0.0118	0.011
Si	-0.0077	0.001	-0.0091
Si	-0.0057	-0.0089	0.0109
Si	-0.0055	0.0043	-0.0157
Si	0.0099	0.01	-0.0014
Si	0.0113	-0.0091	0.003
Si	-0.0063	0.011	-0.0056
Si	-0.0008	0.0032	-0.0238
Si	-0.0388	0.0064	0.0317
Si	0.0273	-0.0045	0.0324
Si	0.002	-0.0264	0.0283
Si	0.0028	0.0387	0.0321
Si	0.0195	-0.0104	0.0337
Si	-0.0312	-0.0011	0.0194
Si	-0.0009	0.03	0.0233
Si	0.0257	-0.0334	0.0444
O	0.002	0.012	0.0251
O	0.0161	-0.0087	0.0212
O	-0.0016	-0.0002	-0.0199
O	-0.0003	0.0032	-0.0229
O	-0.0056	-0.0006	0.0205
O	-0.0066	-0.0038	0.0197
O	-0.0025	0.0007	-0.0205
O	-0.0016	-0.007	-0.0214
O	-0.0057	-0.0043	-0.014
O	0.0069	0.0168	-0.0047
O	0.0152	0.0012	-0.0082
O	-0.0138	-0.0269	0.0037
O	-0.0112	-0.0219	-0.0039
O	0.0046	0.0195	-0.0084
O	0.0007	-0.0085	-0.0069
O	-0.0112	0.0009	-0.0072
O	-0.0091	-0.0004	-0.0004
O	0.0026	0.0129	0.0041
O	-0.0021	0.0092	0.0024
O	-0.0012	-0.0126	0.0042
O	0.0154	0.0066	0.0055
O	-0.0139	-0.009	0.0109
O	0.009	-0.0003	0.0032
O	0.0043	-0.0028	-0.0023
Si	0.0014	0.0013	0.0001
Si	-0.0044	-0.0005	0.0008
Si	0.0044	-0.0016	-0.002
Si	-0.0031	0.0028	0.001
Si	-0.002	0.0054	-0.0038
Si	0.001	0	0.0014
Si	0.0034	-0.001	-0.0064
Si	-0.001	0.0001	0.0025
Si	0.0061	0.009	-0.0029
Si	-0.0025	-0.0012	-0.0024
Si	0	0.0026	0.0045
Si	0.0037	0.0004	0.0078
Si	0.0063	0.0059	-0.0059
Si	0.0009	0.0075	0.0076
Si	0.0083	-0.0001	0.0044
Si	0.0035	-0.0008	-0.0012
Si	0.0021	0	-0.0014
Si	0.0007	-0.0018	-0.0003
Si	-0.0109	-0.0026	-0.0052
Si	-0.0045	0.0054	-0.0012
Si	0.0003	-0.0001	-0.0034
Si	0.0001	0.0016	0.0038
Si	0.0015	-0.005	-0.0041
Si	-0.0001	-0.0006	0.0004
Si	0.0002	-0.0022	-0.0055
Si	0.0028	0.0027	0.0051
Si	-0.0084	0.0034	0.0119
Si	-0.0087	0.0055	0.0066
Si	-0.0019	-0.0024	0.0055
Si	0.0032	-0.0026	-0.0002
Si	-0.0033	0.0039	-0.0003
Si	0.0012	-0.0028	0.0046
Si	0.0048	-0.0012	-0.0017
Si	0.0006	-0.004	0.0037
Si	0.0001	-0.0004	-0.002
Si	0	0	-0.002
Si	-0.0015	-0.006	0.0004
O	-0.0028	0.0078	0.0068
O	0.012	-0.0039	0.0073
O	0.0157	0.002	0.0038
O	0.0071	-0.019	-0.0053
O	-0.0045	-0.0002	-0.0052
O	0.0131	0.0221	-0.0008
O	0.001	-0.0039	-0.0139
O	-0.0048	0.0274	-0.0038
O	0.0106	0.0069	0.0078
O	0.0177	-0.0166	0.011
O	-0.0035	-0.0009	0.01
O	-0.0034	-0.0004	-0.0127
O	0.0077	0.0024	-0.009
O	-0.0009	0.0145	-0.0138
O	-0.0012	0.0195	0.0002
O	0.0088	-0.0094	-0.0115
O	-0.0113	-0.0057	-0.0063
O	0.0051	-0.0188	0.0101
O	-0.0016	-0.0095	0.0011
O	-0.0028	-0.0036	0.0118
O	0.0088	-0.0039	0.0045
O	-0.0099	-0.0177	-0.0101
O	0.0021	-0.0075	-0.0095
O	0.0178	-0.0232	0.0057
O	-0.0003	0.0027	0.016
O	-0.0013	0.0079	-0.0236
O	-0.016	0.0105	-0.0258
O	0.0008	-0.0114	0.0261
O	0.0103	0.003	0.0066
O	0.0054	0.012	-0.0207
O	0.0017	0.0033	-0.0072
O	0.0018	0.0065	-0.0091
O	-0.0009	0.0351	0.0216
O	0.0038	-0.0046	0.0269
O	-0.0065	-0.0169	-0.0045
O	-0.0098	0.0016	-0.0134
O	-0.008	-0.0099	-0.0139
O	0.0094	0.0051	0.0046
O	-0.0048	0.0034	0.0169
O	-0.0231	0.0017	-0.0084
O	-0.0137	0.0025	-0.007
O	0.0162	0.0005	-0.001
O	0.0012	-0.0159	-0.0052
O	-0.0136	0.0002	0.0042
O	-0.0077	0.0179	0.0197
O	-0.0092	0.0024	0.0136
O	0.0106	-0.0054	-0.0009
O	-0.0199	0.0074	0.0001
O	0.0104	0.0105	0.007
O	0.0125	-0.0028	-0.002
O	0.0155	0.0006	0.0102
O	-0.0005	-0.0228	-0.0042
O	0.0084	-0.0078	-0.0105
O	0.0074	0.0108	0.0037
O	-0.0252	-0.0074	-0.0155
O	-0.0001	-0.0132	0.0078
O	-0.0164	0.0131	0.0166
O	-0.0194	-0.0006	0.019
O	0.0011	0.0031	-0.0022
O	-0.0022	0.0057	-0.0064
O	-0.0112	-0.0101	-0.0053
O	-0.001	0.0129	-0.0309
O	0.0053	0.0069	-0.0098
O	0.0144	-0.0084	-0.016
O	0.0001	0.0175	0.0218
O	0.0003	-0.0081	-0.0022

The program warned: the cutoff lies below the one the program advises for these potential files; the exchange-correlation potential is rough where the density is thin.
